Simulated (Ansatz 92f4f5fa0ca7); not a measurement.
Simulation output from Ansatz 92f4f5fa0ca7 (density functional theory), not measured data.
Periodic cell of 223 atoms, Si133O90, from a study of silicon, its oxide and their interface. The atomic structure is a simulated model.
Doubt: the cutoff is far below the 930 eV that the study's wrapper takes by default for these files, so forces and energies are approximate.
This geometry differs little from another in the collection (a relaxation step or a small displacement).

Settings: functional PBE; potential files Ansatz PAW; basis plane waves; wave-function cutoff 580 eV; density cutoff ratio 5; exchange-correlation grid ratio 1; k mesh 1 x 1 x 1, Gamma-centred; self-consistency stop 5e-08 eV per atom in the density residual; occupations fixed; spin none; net charge 0.

Cell vectors (angstrom)
a, 10.938, 0, 0
b, 0, 10.938, 0
c, 0, 0, 32.2311

Atoms: element, x, y, z (angstrom)
Si, -0.3901, 0.2222, 24.7919
Si, 5.2267, 0.2402, 24.9314
Si, 2.9345, 2.444, 24.9598
Si, 8.35, 2.546, 24.7317
Si, -0.4257, 5.6679, 24.6016
Si, 5.1557, 5.5425, 24.6852
Si, 3.1281, 8.0165, 24.602
Si, 8.4066, 8.0688, 24.7973
Si, 1.2838, 1.2863, 26.1128
Si, 6.8131, 1.4325, 26.1394
Si, 4.0487, 4.1041, 26.1774
Si, 9.5292, 4.105, 26.0709
Si, 1.3549, 6.8445, 25.799
Si, 6.7844, 6.783, 25.9644
Si, 4.1055, 9.5191, 26.1461
Si, 9.5208, 9.5806, 26.1841
Si, 2.7049, -0.0398, 27.4682
Si, 8.1564, 0.0276, 27.4898
Si, -0.0068, 2.7544, 27.446
Si, 5.4653, 2.7806, 27.5002
Si, 2.6488, 5.5266, 27.402
Si, 8.1619, 5.4749, 27.4247
Si, 0.0528, 8.1834, 27.3898
Si, 5.5099, 8.1681, 27.4461
Si, 4.1018, 1.3673, 28.8128
Si, 9.5708, 1.3673, 28.8128
Si, 1.3673, 4.1018, 28.8128
Si, 6.8362, 4.1018, 28.8128
Si, 4.1018, 6.8362, 28.8128
Si, 9.5708, 6.8362, 28.8128
Si, 1.3673, 9.5708, 28.8128
Si, 6.8362, 9.5708, 28.8128
Si, 0, 0, 30.1801
Si, 5.469, 0, 30.1801
Si, 2.7345, 2.7345, 30.1801
Si, 8.2035, 2.7345, 30.1801
Si, 0, 5.469, 30.1801
Si, 5.469, 5.469, 30.1801
Si, 2.7345, 8.2035, 30.1801
Si, 8.2035, 8.2035, 30.1801
Si, 1.3673, 1.3673, 31.5473
Si, 6.8362, 1.3673, 31.5473
Si, 4.1018, 4.1018, 31.5473
Si, 9.5708, 4.1018, 31.5473
Si, 1.3673, 6.8362, 31.5473
Si, 6.8362, 6.8362, 31.5473
Si, 4.1018, 9.5708, 31.5473
Si, 9.5708, 9.5708, 31.5473
Si, 2.7345, 0, 0.6835
Si, 8.2035, 0, 0.6835
Si, 0, 2.7345, 0.6835
Si, 5.469, 2.7345, 0.6835
Si, 2.7345, 5.469, 0.6835
Si, 8.2035, 5.469, 0.6835
Si, 0, 8.2035, 0.6835
Si, 5.469, 8.2035, 0.6835
Si, 4.1018, 1.3673, 2.0507
Si, 9.5708, 1.3673, 2.0507
Si, 1.3673, 4.1018, 2.0507
Si, 6.8362, 4.1018, 2.0507
Si, 4.1018, 6.8362, 2.0507
Si, 9.5708, 6.8362, 2.0507
Si, 1.3673, 9.5708, 2.0507
Si, 6.8362, 9.5708, 2.0507
Si, 0, 0, 3.418
Si, 5.469, 0, 3.418
Si, 2.7345, 2.7345, 3.418
Si, 8.2035, 2.7345, 3.418
Si, 0, 5.469, 3.418
Si, 5.469, 5.469, 3.418
Si, 2.7345, 8.2035, 3.418
Si, 8.2035, 8.2035, 3.418
Si, 1.3597, 1.3556, 4.8225
Si, 6.8298, 1.3745, 4.781
Si, 4.1355, 4.0646, 4.7532
Si, 9.5893, 4.0923, 4.8234
Si, 1.3834, 6.8392, 4.8198
Si, 6.8484, 6.8175, 4.7461
Si, 4.0754, 9.5824, 4.8321
Si, 9.6451, 9.5571, 4.7135
Si, 2.6934, -0.0181, 6.2794
Si, 8.2943, 0.0055, 5.9983
Si, 0.0304, 2.7486, 6.2369
Si, 5.4529, 2.6994, 6.1939
Si, 2.8016, 5.4364, 6.1146
Si, 8.1915, 5.4624, 6.1594
Si, 0.0783, 8.3034, 6.1821
Si, 5.5075, 8.1967, 6.1056
Si, 3.8932, 1.5321, 7.5812
Si, 9.7122, 1.1602, 7.4733
Si, 1.738, 3.8519, 7.4874
Si, 6.5615, 4.33, 7.4814
Si, 4.3769, 6.6079, 7.4077
Si, 9.3586, 7.1534, 7.3189
Si, 1.0755, 9.8988, 7.7555
Si, 7.1817, 9.3633, 7.2698
O, 4.0589, 1.3269, 24.4338
O, 9.5063, 6.941, 24.3288
O, 4.1424, 6.7624, 24.1871
O, 9.4611, 1.3867, 24.3104
O, 5.4718, 5.484, 7.9507
O, 1.5379, -1.347, 9.33
O, 8.2202, 8.2201, 7.8876
O, 2.8064, 2.7047, 8.0578
O, 7.0764, 3.6049, 8.8758
O, 1.2183, 4.6974, 8.8145
O, 3.6846, 7.3447, 8.7147
O, 10.8197, 0.0652, 8.0033
O, 10.2397, 6.6341, 8.6075
O, 1.2524, 6.1771, 16.544
O, 4.4684, 0.7676, 8.949
O, 6.6803, 10.3191, 8.4968
O, 5.5538, 4.6408, 23.3527
O, 7.7336, 3.1852, 23.33
O, 0.9313, 1.5354, 22.017
O, 0.0968, 10.4154, 23.3993
O, 6.0049, 10.5309, 23.6456
O, 2.2297, 3.1877, 23.6677
O, 1.315, 4.1701, 21.3941
O, 8.0458, 8.8831, 23.4123
Si, 4.7913, 10.2767, 14.3534
Si, 0.3152, 13.2428, 14.7054
Si, 7.9868, -6.9598, 12.3862
Si, 12.4784, -12.7212, 10.9152
Si, -15.026, -11.1161, 12.2252
Si, -0.313, 6.656, 16.564
Si, 6.9259, -1.2135, 22.594
Si, 3.0836, 9.6031, 21.7469
Si, 12.8422, -8.0996, 22.1114
Si, -10.1173, 9.3759, 16.2376
Si, 8.0594, 1.8641, 14.36
Si, -6.1427, -5.0613, 14.9934
Si, 5.5631, 10.6735, 9.6076
Si, 13.582, -3.9023, 16.5651
Si, 11.9127, -9.6705, 17.6033
Si, -1.244, 13.5401, 19.5277
Si, -5.2142, 6.0587, 12.1746
Si, -3.0705, 8.1631, 12.7998
Si, 14.8572, 2.14, 18.3228
Si, -0.2618, 15.4695, 21.5547
Si, 1.7063, 10.7127, 13.6232
Si, -0.3288, -4.015, 11.92
Si, -0.1998, 5.2835, 9.3548
Si, 17.8965, -1.4595, 18.1807
Si, 11.364, 10.9304, 21.8816
Si, -6.8218, 7.829, 10.2164
Si, 6.4029, 3.5626, 22.4504
Si, 4.4533, 12.4393, 21.2098
Si, -4.22, -2.7916, 15.4981
Si, 4.3436, 4.9121, 17.6772
Si, -0.4478, 5.147, 14.0354
Si, 5.2405, 8.1344, 20.4738
Si, 8.4819, 3.0798, 9.5184
Si, 20.2502, 5.5167, 19.1695
Si, 6.0653, 12.0303, 16.4484
Si, -4.53, 16.3568, 19.8855
Si, -2.3256, 10.9218, 20.2847
O, 9.6814, 12.8565, 14.4752
O, 0.5323, 3.8679, 14.2815
O, -8.0022, 8.9255, 23.2317
O, 2.2281, -2.3157, 16.6928
O, 14.1384, -11.5401, 14.1302
O, 7.6769, 11.6198, 13.3155
O, 4.0344, 10.9516, 21.7399
O, 6.7165, 4.2727, 21.0109
O, 4.8525, -5.4986, 13.4184
O, -2.536, 2.9813, 11.1467
O, -7.4551, -4.0906, 15.1711
O, -1.6864, 3.9382, 18.6857
O, 11.1572, -2.6378, 11.2897
O, 18.3171, 3.1815, 13.6703
O, -0.4395, -6.0174, 23.1215
O, 7.5781, -0.1593, 21.5377
O, -3.4652, 12.6381, 15.8754
O, -0.3803, 8.2742, 16.3401
O, -3.5987, 8.4413, 16.9801
O, -1.8983, 7.23, 12.2198
O, 8.2552, 9.8229, 19.1241
O, 5.7942, 8.8134, 19.106
O, 2.8168, -2.774, 11.1314
O, 0.7723, -1.088, 14.6615
O, -0.9908, -4.5318, 18.0001
O, -1.0743, 5.7512, 15.4282
O, 6.3485, 0.5117, 10.8287
O, 4.9525, 9.236, 10.1073
O, 10.1159, -0.2087, 20.8683
O, 17.1491, 6.599, 15.4168
O, 8.5106, 1.4781, 19.6169
O, 3.4455, 14.6538, 18.3521
O, -5.5619, 6.5208, 20.4778
O, 5.4678, -0.7196, 12.8877
O, 0.718, 2.1769, 16.2772
O, 7.8325, 6.1027, 19.4995
O, 0.5782, -0.2878, 17.2413
O, -1.6345, 4.694, 13.0123
O, 1.5747, 10.3701, 12.0216
O, 6.392, 10.8335, 17.4896
O, 4.8428, -4.4112, 10.8905
O, 16.6928, 4.8783, 18.4979
O, 6.0485, 8.638, 21.7867
O, 12.2293, -9.5863, 13.7965
O, 14.191, 2.5708, 21.3023
O, 9.6251, 15.0834, 9.0884
O, 4.6103, 4.6512, 16.0671
O, 3.6744, -2.4069, 20.676
O, 5.6688, 2.1413, 22.0946
O, -8.3775, -9.6623, 18.023
O, 1.5989, 10.0101, 21.2407
O, -3.0191, 8.4761, 14.417
O, -5.5751, -1.8992, 15.2461
O, -4.0707, 15.9152, 11.758
O, 5.0858, 2.1379, 17.1882
O, 8.9148, 1.6633, 8.8388
O, -0.0638, -5.2631, 10.9092
O, 0.071, 1.8927, 18.8267
O, 3.5727, 6.3807, 17.7707
O, -3.0909, 9.5113, 11.8897
O, 10.2277, 5.7069, 20.5239
O, 11.2911, 17.3322, 13.3157
O, 5.2122, 0.6877, 15.1291
O, -1.0435, 14.1005, 21.067
O, 4.719, 1.4878, 19.6026
O, 6.4367, -3.5152, 12.6542

Results
free energy: -135737.354 eV
free energy less fixed offsets of O -568.88, Si -635.61 eV per atom: -2.024 eV

Forces (eV/angstrom), in the order of the atoms: element, x, y, z
Si, -0.0128, -0.0132, -0.0282
Si, -0.0108, -0.0039, -0.0612
Si, 0.0087, -0.0095, -0.0039
Si, 0.0119, 0.0143, -0.0378
Si, -0.019, -0.0032, -0.0251
Si, 0.0082, 0.0013, -0.0057
Si, 0.0031, -0.0014, -0.0382
Si, 0.0042, -0.0023, 0.0004
Si, 0.0246, 0.0057, 0.021
Si, -0.0059, 0.009, 0.0244
Si, -0.0057, -0.0189, 0.0013
Si, -0.0071, 0.0004, 0.0038
Si, -0.0009, 0.0026, 0.0043
Si, 0.0075, 0.001, -0.0016
Si, -0.0016, 0.0076, 0.0241
Si, -0.0014, -0.0014, 0.0016
Si, -0.0122, 0.0042, -0.0221
Si, 0.018, -0.0049, -0.0003
Si, -0.0023, -0.0134, -0.0067
Si, -0.0011, 0.0049, -0.01
Si, 0.011, 0.0062, -0.003
Si, 0.0011, 0.0075, -0.0128
Si, -0.0089, 0.002, -0.0052
Si, -0.0008, -0.0097, -0.01
Si, -0.113, -0.0839, -0.0284
Si, -0.0364, 0.1782, 0.0911
Si, -0.1213, 0.248, -0.0413
Si, 0.1094, 0.2597, 0.3944
Si, -0.1882, -0.0053, -0.2138
Si, 0.112, -0.003, -0.4245
Si, -0.0572, -0.3859, 0.226
Si, -0.0764, -0.1324, 0.2402
Si, -0.0625, -0.0456, -0.0402
Si, -0.0617, -0.1194, 0.0023
Si, 0.0375, 0.0112, -0.0351
Si, 0.0625, 0.0286, 0.0197
Si, -0.0452, -0.1025, 0
Si, -0.0236, -0.083, -0.0126
Si, 0.0237, 0.0301, 0.0136
Si, 0.0503, 0.1087, -0.0304
Si, -0.0067, -0.0031, -0.0199
Si, -0.0072, 0.0143, -0.0436
Si, 0.0299, 0.0152, -0.0001
Si, -0.0187, 0.0275, -0.0134
Si, 0.0055, 0.0075, -0.0388
Si, -0.0173, 0.0098, -0.0279
Si, -0.0254, 0.0413, -0.0095
Si, -0.0103, -0.0197, 0.0013
Si, 0.0642, -0.0671, 0.009
Si, -0.008, 0.0197, 0.02
Si, -0.0642, 0.0331, 0.0113
Si, 0.0067, -0.0314, 0.0314
Si, -0.0305, -0.0042, 0.0174
Si, 0.0294, -0.0625, 0.0013
Si, 0.0303, -0.0046, 0.0276
Si, 0.0192, 0.0155, 0.016
Si, -0.0598, -0.012, -0.0061
Si, 0.048, -0.0095, 0.0192
Si, 0.0318, -0.0293, 0.043
Si, 0.021, 0.1063, -0.0163
Si, 0.0206, -0.0208, 0.0317
Si, -0.0642, 0.0341, -0.0209
Si, 0.007, 0.1144, -0.0166
Si, 0.0086, -0.0225, 0.0492
Si, 0.3779, 0.2542, -0.4446
Si, -0.238, 0.013, 0.1949
Si, -0.0908, -0.2287, 0.0255
Si, 0.0726, 0.1059, 0.1379
Si, -0.0299, 0.083, 0.2874
Si, 0.078, -0.1569, -0.3116
Si, 0.0285, 0.0332, 0.2003
Si, 0.2124, -0.1174, -0.2233
Si, 0.0158, -0.0198, 0.0129
Si, 0.0018, -0.0009, -0.0064
Si, 0.001, -0.0151, 0.0028
Si, 0.0019, 0.0026, -0.0051
Si, 0.0014, -0.0057, -0.0012
Si, 0.0184, -0.0098, 0.0063
Si, 0.0043, -0.005, -0.0051
Si, 0.0142, -0.0069, 0.0082
Si, -0.0195, 0.0276, 0.0219
Si, -0.0001, 0.0054, -0.0171
Si, -0.0155, -0.0041, -0.024
Si, -0.0083, 0.0208, 0.0176
Si, -0.0052, 0.0057, -0.0182
Si, -0.0191, 0.0092, 0.0277
Si, -0.0188, 0.017, 0.0262
Si, -0.0118, 0.0068, -0.0329
Si, -0.0003, -0.0202, -0.0265
Si, 0.0126, -0.0225, 0.0416
Si, 0.0364, -0.0103, 0.0715
Si, 0.0154, -0.0104, -0.037
Si, -0.0029, -0.0223, 0.0459
Si, 0.0169, -0.0166, -0.0264
Si, 0.0029, 0.0005, -0.0228
Si, 0.0266, 0.004, 0.084
O, -0.0093, 0.0064, 0.0166
O, 0.002, -0.0009, 0.0065
O, -0.0064, 0.0043, 0.0075
O, 0.0046, -0.0029, 0.0131
O, -0.0133, 0.0162, -0.0049
O, -0.0033, 0.0004, -0.0104
O, -0.0241, 0.0245, -0.0141
O, -0.0274, 0.0342, -0.0129
O, 0.015, -0.0013, 0.011
O, -0.0256, -0.0058, -0.0293
O, 0.0065, -0.0059, -0.027
O, -0.0187, 0.0084, -0.002
O, 0.012, -0.0392, 0.0198
O, 0.001, -0.0004, -0.0006
O, 0.0099, -0.0064, 0.0094
O, -0.0197, -0.0145, -0.0183
O, -0.0012, 0.0049, 0.0057
O, 0.0057, -0.006, 0.0169
O, 0.0053, 0.0056, 0.0011
O, -0.0033, 0.003, 0.014
O, -0.0116, 0.0103, 0.0251
O, 0.0052, -0.0026, -0.0074
O, 0.0039, -0.0027, 0.0038
O, 0.0041, -0.0051, 0.0084
Si, -0.0002, 0.0004, 0.0018
Si, -0.0006, -0.0005, 0.0029
Si, -0.0021, 0.0028, 0.009
Si, -0.0052, -0.0011, -0.001
Si, 0.0035, -0.0031, 0.0053
Si, -0.0009, -0.0015, 0
Si, 0, 0.0008, -0.0041
Si, 0.0007, 0.0016, -0.0115
Si, 0.0081, -0.0053, -0.0069
Si, -0.0003, 0.0011, 0.0007
Si, -0.0021, -0.0002, 0.0031
Si, 0.001, -0.0012, 0.0014
Si, 0.0115, 0.004, -0.0199
Si, -0.0005, -0.0002, 0.0009
Si, -0.0002, 0.0011, -0.0016
Si, -0.0021, 0.0006, -0.0055
Si, 0.0018, 0.0008, 0.0051
Si, 0.0004, 0.0021, 0.0013
Si, -0.0015, -0.0004, 0.0008
Si, -0.0005, -0.0007, -0.0084
Si, -0.0005, -0.0001, 0.0021
Si, -0.0009, 0.0034, 0.0064
Si, -0.0122, 0.0068, -0.0196
Si, -0.0004, 0.0006, -0.0024
Si, -0.0018, 0.0021, -0.0071
Si, 0.0028, 0.0018, 0.0128
Si, -0.0016, -0.0004, -0.0051
Si, -0.003, 0.0061, -0.0045
Si, 0.0006, 0.0001, 0.0013
Si, -0.0002, -0.0027, 0
Si, 0.0005, 0.0008, 0.0039
Si, 0, -0.0014, -0.0067
Si, 0.0048, 0.0146, -0.0085
Si, -0.0014, -0.0019, -0.0039
Si, 0.0009, -0.0004, -0.0002
Si, 0.0002, 0.0038, -0.0068
Si, -0.0016, 0.001, -0.0067
O, 0, -0.0005, -0.0021
O, -0.0006, 0.0002, -0.0024
O, -0.0014, -0.011, 0.023
O, 0.0003, -0.0013, -0.0006
O, -0.0003, -0.0006, -0.003
O, -0.001, -0.0013, -0.0051
O, 0.0034, 0.001, 0.0053
O, -0.0002, -0.0042, 0.0057
O, -0.0011, -0.0001, -0.0024
O, 0.0009, 0.0019, -0.0109
O, -0.0011, 0.0003, -0.0019
O, -0.0002, -0.0002, 0.0016
O, 0.0016, -0.001, -0.0046
O, 0.002, 0.0011, -0.0063
O, 0.0044, 0.0074, 0.0219
O, -0.0024, -0.0017, 0.0038
O, -0.0001, -0.0008, -0.0016
O, -0.0001, -0.0004, -0.0006
O, -0.0006, -0.0002, -0.0015
O, 0.0004, -0.0027, -0.0018
O, 0, -0.0004, 0.0006
O, -0.0012, -0.0004, 0.0014
O, 0.0014, -0.0014, -0.003
O, 0.0001, -0.0006, -0.0027
O, 0.0003, 0.0008, 0.0006
O, 0.0005, 0.0001, -0.0012
O, -0.0017, -0.0029, -0.007
O, 0.0045, 0.0058, -0.0081
O, 0.0044, -0.0002, 0.005
O, -0.0007, -0.0006, -0.0014
O, -0.0006, -0.0007, 0.0007
O, 0.0015, 0.0006, -0.0009
O, -0.0008, -0.001, 0.0011
O, -0.0009, -0.0008, -0.0023
O, 0.0001, -0.0004, -0.0015
O, -0.0012, -0.001, 0.0017
O, -0.0004, -0.0005, -0.0003
O, -0.0029, -0.0016, -0.0033
O, -0.0007, -0.0004, -0.0007
O, -0.0009, -0.0008, -0.0003
O, -0.0012, -0.0002, -0.0032
O, 0.0003, -0.0002, 0.0006
O, -0.0009, -0.0005, 0.0011
O, 0, -0.0009, -0.0029
O, -0.0086, -0.0042, 0.0071
O, 0.0114, 0.0088, 0.0062
O, -0.0003, 0.0007, -0.0014
O, -0.0022, 0.0011, 0.0036
O, -0.0071, 0.0002, -0.0018
O, 0.0006, -0.0009, -0.0005
O, -0.0004, -0.001, 0.0008
O, -0.001, -0.0015, -0.0011
O, -0.0011, -0.0006, -0.0018
O, 0.0009, -0.003, -0.0038
O, -0.0015, 0, 0.0002
O, 0.0076, 0.0078, -0.0207
O, -0.0047, -0.0044, -0.0135
O, 0.0013, -0.0006, 0.0002
O, -0.0003, 0.0005, -0.0011
O, -0.0029, 0.002, -0.0005
O, -0.0006, -0.0006, 0.0023
O, -0.0012, -0.0019, -0.0033
O, -0.0008, 0.0004, -0.0017
O, 0.001, 0.0018, 0.0042
O, -0.0014, 0.002, 0.0056
O, -0.0021, -0.0015, -0.0013

The program warned: the cutoff lies below the one the program advises for these potential files; the forces do not sum to zero within the program's tolerance; the exchange-correlation potential is rough where the density is thin.
